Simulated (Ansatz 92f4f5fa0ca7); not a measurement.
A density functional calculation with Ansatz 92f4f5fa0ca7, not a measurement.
Periodic cell of 148 atoms, Si92O56, from a study of silicon, its oxide and their interface. The atomic structure is a simulated model.

Settings: functional r2SCAN; potential files Ansatz norm-conserving; basis plane waves; wave-function cutoff 1300 eV; density cutoff ratio 4; exchange-correlation grid ratio 1; k mesh 2 x 2 x 1, shifted by 0.5 0.5 0.5 of a step; self-consistency stop 5e-08 eV per atom in the density residual; occupations Fermi-Dirac, 0.05 eV; spin none; net charge 0.

Cell vectors (angstrom)
a	10.88	0	0
b	0	10.88	0
c	0	0	21.4204

Atoms: element, x, y, z (angstrom)
Si	0.014	1.0038	-0.4764
Si	2.5941	2.7812	0.0298
Si	0.238	5.1103	-0.313
Si	3.4216	7.8407	0.0241
Si	5.8208	-0.3952	0.2733
Si	8.3394	2.9244	0.0322
Si	5.1058	5.189	0.2538
Si	6.9089	8.4124	-0.2054
Si	1.2721	1.5325	1.4121
Si	3.9943	3.9229	1.6788
Si	1.6168	7.0599	1.4801
Si	4.3083	9.3445	1.5208
Si	6.8624	1.5221	1.4154
Si	9.7132	4.3361	1.28
Si	6.627	6.7196	1.4214
Si	9.4694	9.4547	1.2022
Si	-0.0158	2.8677	2.7238
Si	3.0728	0.0119	2.6329
Si	-0.0809	8.2222	2.8875
Si	2.5547	5.2113	2.6757
Si	5.3278	2.5913	2.9313
Si	8.4144	-0.1705	2.7925
Si	5.3092	7.9112	2.992
Si	8.1762	5.3692	2.7206
Si	1.4092	3.9392	4.0969
Si	4.1286	1.2046	4.129
Si	1.7416	9.4655	4.0341
Si	3.8744	6.6043	4.2064
Si	6.8981	3.9938	4.096
Si	9.7553	1.2566	4.3265
Si	7.1469	9.3307	4.1734
Si	9.5464	6.7702	4.0943
Si	0.3489	-0.2301	5.371
Si	2.551	2.5143	5.6146
Si	-0.0049	5.2178	5.5936
Si	2.4367	7.8794	5.5641
Si	5.5567	-0.1401	5.4459
Si	8.1508	2.5374	5.3933
Si	5.348	5.4083	5.6258
Si	8.4552	8.0757	5.6853
Si	1.3904	1.1353	6.9724
Si	4.0458	3.9932	6.823
Si	1.3484	6.6918	7.1158
Si	4.1822	9.3093	6.8494
Si	6.9754	1.1117	6.6989
Si	9.3859	3.9012	6.6803
Si	6.7109	6.7705	6.8464
Si	9.8083	9.5378	6.718
Si	-0.1484	2.5733	8.1525
Si	2.8171	-0.1835	8.2999
Si	-0.0291	8.216	8.4763
Si	2.7589	5.3162	8.2283
Si	5.3341	2.483	8.3203
Si	8.0975	-0.4608	8.0574
Si	5.4473	8.0965	8.3963
Si	8.0444	5.3188	8.1215
Si	1.2951	4.0817	9.5567
Si	3.8068	0.9191	10.2924
Si	1.2919	9.4894	9.8261
Si	4.0055	6.7712	9.8077
Si	6.7551	3.96	9.2102
Si	9.2348	1.1236	9.2449
Si	6.7906	9.51	9.7748
Si	9.3745	6.4257	9.6242
Si	0.0446	0.3536	10.6616
Si	1.3879	2.1258	11.3052
Si	-0.0874	5.5406	10.9627
Si	2.2115	7.77	11.491
Si	5.7763	0.1579	11.2936
Si	7.8304	2.4326	10.693
Si	6.0118	5.5289	10.8305
Si	7.7228	7.0935	11.0097
Si	-4.4091	-6.4652	13.8903
Si	1.7642	1.69	15.3632
Si	2.0462	8.6081	13.6906
Si	3.6701	7.8968	18.2567
Si	-0.0864	1.934	17.9209
Si	9.1424	-2.531	16.3991
Si	8.5972	2.1078	14.437
Si	5.1449	9.5362	14.1701
Si	6.7307	8.9933	18.1374
Si	-0.0844	0.0614	13.5895
Si	1.1226	7.4358	16.4509
Si	7.2903	7.2259	14.2764
Si	3.9483	-5.4841	18.1573
Si	-0.8483	3.5879	12.7331
Si	4.4357	1.251	19.4694
Si	-2.439	11.3073	16.9846
Si	4.4341	0.9394	16.2333
Si	5.8667	3.8505	20.0019
Si	3.9349	3.807	15.5798
Si	11.8602	4.885	18.3017
O	-1.4109	1.8618	-0.2334
O	0.4129	1.1201	-2.0613
O	5.0014	-0.0341	-1.0582
O	0.6365	6.6343	0.2862
O	1.5757	3.9716	-0.3683
O	5.1152	8.8271	-3.377
O	3.0586	8.2323	-1.5852
O	0.825	6.8112	-10.1271
O	6.9974	-2.2544	-1.7806
O	10.5884	-0.5086	0.2282
O	10.9173	5.4541	-1.8717
O	7.6153	3.6093	-1.2011
O	4.0562	6.3443	-0.3992
O	5.5154	4.9856	-2.6391
O	8.6028	8.4881	0.3167
O	4.2126	2.3216	9.508
O	2.9151	1.3717	11.6004
O	0.6866	3.2796	12.2805
O	-0.5425	-0.2537	12.0043
O	-3.369	7.5178	12.6967
O	0.7953	9.6471	14.0414
O	-1.2797	3.4	14.3473
O	1.4052	7.3875	14.7412
O	-6.6314	-10.124	17.9537
O	3.5887	-1.7621	14.2304
O	5.4993	-0.6623	12.7872
O	6.6414	1.6279	11.5445
O	6.0774	4.8497	12.3213
O	7.858	8.5685	10.4236
O	9.4455	-0.9492	16.6155
O	9.9159	5.1116	12.4154
O	-3.1922	-2.876	17.1989
O	2.4752	3.0939	15.0885
O	0.9469	1.2951	13.911
O	-1.6052	1.4653	17.8968
O	0.2834	25.2243	17.8005
O	-7.0351	4.9743	16.5532
O	0.88	1.3648	16.6825
O	2.2566	8.2903	17.3562
O	-1.6297	0.5744	14.1543
O	10.4148	7.5629	16.8878
O	7.1748	-5.2622	14.6645
O	16.4058	2.3971	19.6578
O	13.4171	4.5356	18.8892
O	5.3369	10.7694	15.3755
O	3.0775	11.5863	15.461
O	3.0653	1.914	20.1668
O	-1.8927	2.7521	11.8906
O	-2.9379	-9.3642	15.9184
O	4.9982	-6.7512	14.3074
O	1.2595	5.9145	17.0439
O	-2.1114	7.909	14.8892
O	6.1561	8.2624	14.6376
O	7.3415	3.0907	14.0352
O	7.01	-0.2345	17.6888
O	4.681	-8.3012	16.2327

Results
free energy: -36807.273 eV
free energy less fixed offsets of O -463.61, Si -117.95 eV per atom: 6.287 eV
pressure: -1.73 GPa
stress xx, yy, zz, yz, xz, xy (GPa, positive in tension): 1.8, 0.7, 2.69, -0.02, -0.73, -0.75

Forces (eV/angstrom), in the order of the atoms: element, x, y, z
Si	-1.7376	-1.2012	1.1643
Si	0.1908	0.5582	1.9769
Si	3.3362	0.6935	0.5879
Si	-1.1793	-1.1323	-1.8677
Si	1.2155	0.3218	1.4421
Si	-0.7237	-0.0665	2.255
Si	0.6388	1.9523	0.9828
Si	2.8805	1.5897	1.9672
Si	1.8534	-0.9621	-0.2445
Si	0.126	-1.6912	-1.5848
Si	-0.0891	0.6074	1.0619
Si	0.4676	0.5824	-0.1331
Si	0.3094	-1.2244	0.4463
Si	-1.5179	-0.7912	0.8473
Si	-1.0145	-1.6118	-0.4222
Si	3.424	1.4432	0.0824
Si	-0.8253	-1.0896	0.521
Si	-3.3895	-0.7603	-1.1867
Si	2.0086	0.8001	-1.4926
Si	0.1473	2.3791	1.0032
Si	2.1667	1.0205	-1.0869
Si	-0.9635	2.1444	-0.2196
Si	1.7397	0.5809	0.1462
Si	0.5998	1.6168	-0.5765
Si	-0.9013	0.0704	1.9933
Si	-0.2555	0.2736	2.8467
Si	-1.4506	-0.389	-0.5804
Si	-0.1622	-0.7634	0.1122
Si	-1.6383	0.0373	0.3456
Si	-0.3534	-0.1253	-2.2554
Si	-1.943	-0.1935	0.1381
Si	0.1226	-1.521	1.2412
Si	0.0134	1.5713	0.4866
Si	1.7681	0.7277	-1.4176
Si	0.6009	1.4412	-1.1257
Si	2.4539	1.3004	-0.215
Si	-0.1631	-1.0903	-0.5898
Si	0.2208	0.2343	-0.2719
Si	0.7005	-0.4674	-1.9731
Si	-1.5688	-0.9476	-1.0997
Si	-0.6534	0.1907	0.7716
Si	0.1264	-1.6774	0.6723
Si	-2.1686	-0.2346	-0.0734
Si	-0.8617	0.2727	-0.1946
Si	-1.7308	-0.2602	1.9856
Si	0.5021	0.3971	1.5589
Si	1.1696	0.7108	0.9685
Si	-0.3789	-1.2843	1.97
Si	0.2006	0.8421	-0.2353
Si	-0.1022	-0.7435	1.0713
Si	-0.6891	-1.636	-0.7875
Si	0.508	0.2228	1.3408
Si	-0.1472	0.9091	-2.4523
Si	0.2535	1.5729	-0.8366
Si	-0.6551	0.178	0.2581
Si	1.5632	0.1491	-1.924
Si	-0.8903	-2.1265	1.0534
Si	-0.1489	0.2247	-0.7216
Si	1.5436	-0.0609	-0.2033
Si	0.3591	-1.0125	0.8309
Si	-0.2852	-0.2137	2.7683
Si	0.345	0.5418	0.95
Si	-1.5247	1.2965	-2.0913
Si	-0.1028	1.5078	-2.0499
Si	-0.0483	0.4519	-1.7059
Si	1.4382	1.6461	-1.4118
Si	0.8931	-1.5604	1.0048
Si	-1.2131	0.0288	-2.4445
Si	0.4589	0.369	1.7224
Si	0.8194	-0.5693	0.1039
Si	-1.1105	0.1442	-0.3628
Si	-0.4903	-0.449	3.527
Si	-0.4435	-0.5007	-2.5214
Si	0.4455	-1.5908	-1.3471
Si	0.1292	-0.868	2.9982
Si	-0.6868	0.6023	1.6455
Si	2.4432	-2.3768	1.3328
Si	-3.0844	0.4376	-0.4357
Si	-2.0254	-0.8669	3.2143
Si	0.7185	0.8448	3.192
Si	-0.0948	1.4101	-2.4845
Si	-1.72	0.212	-1.0891
Si	0.8385	-1.2467	-0.4663
Si	3.9972	0.6765	-0.7801
Si	-0.5441	0.029	0.7465
Si	0.9439	-0.1354	2.2524
Si	-1.0321	-1.6723	0.5713
Si	-1.4074	-2.282	0.1999
Si	0.69	0.3386	2.1835
Si	3.6817	3.5538	-0.4506
Si	0.7061	-3.131	-4.5293
Si	1.0969	-0.2635	-0.0413
O	2.0037	-2.019	-1.8308
O	-0.3396	0.9986	-0.541
O	-1.366	1.5721	-2.14
O	-1.1681	-2.4404	-2.0693
O	-2.8145	1.9804	0.253
O	-2.4512	-1.7842	-0.8363
O	0.9399	0.249	-0.3356
O	1.8804	1.1421	1.265
O	0.8497	-0.9503	0.4208
O	-1.466	-0.6317	-0.3309
O	0.2393	-0.6361	-1.7101
O	-2.442	1.2341	-1.3182
O	0.6808	-0.1827	0.6591
O	-2.2236	-1.0674	-0.3913
O	-1.9784	-0.6643	-1.3776
O	0.3569	-0.5903	0.5795
O	-1.5868	0.7796	-0.0888
O	0.1558	-1.3526	0.7279
O	-0.0871	-0.3295	3.9104
O	0.4856	-1.4757	-2.1355
O	0.0559	0.3959	-0.4192
O	2.4091	-1.4922	-1.1981
O	1.0329	1.1946	2.0033
O	0.0701	0.0399	-1.7279
O	-2.0098	-1.0858	-0.9194
O	0.8478	1.0249	-2.5688
O	-0.4422	-1.7926	-0.567
O	0.9896	-0.1239	0.3985
O	1.0029	0.53	0.9318
O	-1.5025	2.475	0.315
O	0.9173	2.4761	-2.2442
O	0.3699	1.1789	0.7034
O	0.6184	2.5201	0.473
O	0.0654	-0.1312	1.6808
O	0.2566	-0.223	0.3795
O	0.0604	2.2438	0.8676
O	-0.0116	2.6409	2.5136
O	-0.9988	0.2442	-0.1115
O	0.6985	-0.5672	-0.7982
O	1.864	0.8432	-1.1949
O	1.8358	0.6081	-0.1069
O	0.1981	2.4656	0.1801
O	-0.5285	-1.8507	-0.9534
O	1.6445	2.0478	-2.4208
O	0.4857	-1.1726	-0.5427
O	-2.6826	-0.0003	-0.0842
O	1.3922	-0.8679	-0.8649
O	-1.2463	-0.8969	-0.9891
O	0.3924	0.7246	-2.193
O	-4.0893	-0.0775	2.6805
O	-0.2017	-1.42	0.9737
O	-1.6923	-1.1114	-0.2726
O	-3.0067	1.9729	0.2049
O	-0.7714	-1.4618	-0.5945
O	2.332	-1.4165	0.2176
O	1.2349	-2.6892	0.977
